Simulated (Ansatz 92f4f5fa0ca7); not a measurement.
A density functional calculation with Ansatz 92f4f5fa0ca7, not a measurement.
Periodic cell of 264 atoms, Si154O98As12, from a study of silicon, its oxide and their interface. The atomic structure is a simulated model.

Settings
functional: PBE
potential files: Ansatz PAW
basis: plane waves
wave-function cutoff: 700 eV
density cutoff ratio: 5
exchange-correlation grid ratio: 1
k mesh: 2 x 2 x 1, shifted by 0.5 0.5 0.5 of a step
self-consistency stop: 5e-08 eV per atom in the density residual
occupations: fixed
spin: none
net charge: 0

Cell vectors (angstrom)
a  11.6015  0  0
b  0  13.3963  0
c  0  0  31.0437

Atoms and the computed forces on them: element, x, y, z (angstrom), force x, y, z (eV/angstrom)
Si  11.575  0.0437  24.1456  0.0183  -0.0107  -0.0962
As  3.872  0.0091  24.073  0.0459  0.0128  -0.0313
As  7.6475  0.0173  24.0382  -0.0321  -0.0276  0.0061
As  1.9767  3.3207  24.0404  0.0156  -0.0175  0.0371
As  5.7764  3.3141  24.0702  -0.0464  0.0048  -0.0025
Si  9.7855  3.353  24.3564  0.0053  -0.0003  -0.0954
Si  11.3248  6.7871  24.3573  -0.0647  -0.0017  -0.0414
Si  3.7973  6.7558  24.4201  0.058  -0.0123  -0.0632
Si  7.6888  6.5744  24.5978  0.0111  -0.0148  -0.0355
As  1.971  10.0516  24.0596  0.0228  -0.0268  0.0205
As  5.7496  10.0874  24.0892  -0.0448  -0.0286  -0.0071
Si  9.6406  10.0892  24.2178  -0.0193  0.0037  -0.0808
Si  11.7029  2.2173  25.1385  0.0357  0.0261  -0.0294
Si  3.8769  2.2196  25.1391  -0.0322  0.0114  -0.0355
Si  7.7341  2.2252  25.0587  0.012  0.0359  -0.015
Si  1.7977  5.5824  24.9797  -0.0126  -0.0005  0.0364
Si  5.6841  5.4879  25.1846  0.0207  0.0199  -0.0087
Si  9.6272  5.5262  25.3972  0.0527  -0.0227  -0.0721
Si  11.6137  9.0254  25.116  -0.0075  -0.0015  -0.0481
Si  3.8568  9.0071  25.2033  -0.0012  0.0199  -0.0389
Si  7.6796  8.9381  25.075  0.0195  0.0237  -0.02
Si  1.9267  12.2799  25.0385  -0.0358  0.0227  -0.0189
Si  5.7701  12.2955  25.1416  0.0244  0.0121  -0.0344
Si  9.6038  12.3425  25.0236  0.0208  -0.0015  -0.0292
Si  11.6316  2.2007  27.5012  -0.0216  0.0246  -0.0221
Si  3.8751  2.2351  27.4916  -0.0194  -0.0177  0.011
Si  7.7581  2.2337  27.4453  0.015  -0.0062  -0.0229
Si  1.8901  5.5998  27.4033  -0.0117  0.0127  -0.029
Si  5.7702  5.5673  27.5336  -0.0019  0.0097  -0.0163
Si  9.6832  5.5479  27.6884  0.0246  0.0119  0.0119
Si  11.5974  8.9525  27.4847  -0.0163  0.0134  -0.0212
Si  3.8592  8.9558  27.5403  -0.0029  -0.0067  0.0117
Si  7.7356  8.9371  27.4586  0.0123  0.0221  -0.021
Si  1.9138  12.2859  27.4324  -0.0176  -0.0002  -0.0278
Si  5.798  12.2893  27.4933  0.0065  -0.0252  0.0137
Si  9.6663  12.2828  27.4254  0.028  0.0245  -0.0215
Si  1.952  1.0972  28.2836  0.0532  0.0025  -0.0035
Si  5.8228  1.1289  28.2715  -0.034  -0.0026  -0.0027
Si  9.6763  1.1079  28.2625  -0.0205  -0.0122  0.0244
Si  11.6395  4.4323  28.3077  0.0124  -0.0085  -0.0124
Si  3.8198  4.4734  28.2715  -0.0049  -0.0093  0.008
Si  7.7097  4.4388  28.307  -0.0378  0.0132  -0.0204
Si  1.9158  7.8118  28.2709  0.0315  0.0008  -0.0072
Si  5.8068  7.8204  28.2764  -0.0323  -0.0003  -0.0062
Si  9.6679  7.8327  28.285  -0.0073  -0.0087  0.0246
Si  11.593  11.1809  28.2659  0.005  0.0087  0.0169
Si  3.8485  11.1902  28.2816  0.0294  0.01  -0.0019
Si  7.7439  11.1686  28.2659  -0.0451  -0.0112  -0.007
Si  1.9336  1.1164  30.6488  0.029  -0.0504  0.0303
Si  5.8008  1.1164  30.6488  0.0523  0.0398  -0.0734
Si  9.6679  1.1164  30.6488  -0.002  -0.0429  -0.1077
Si  0  4.4654  30.6488  0.203  -0.0907  0.2243
Si  3.8672  4.4654  30.6488  -0.1708  0.0244  -0.0467
Si  7.7343  4.4654  30.6488  -0.1191  -0.1078  0.2186
Si  1.9336  7.8145  30.6488  -0.0445  -0.0309  -0.0684
Si  5.8008  7.8145  30.6488  0.0296  0.0184  0.0019
Si  9.6679  7.8145  30.6488  -0.008  0.1284  0.0381
Si  0  11.1635  30.6488  -0.0403  0.0566  -0.1304
Si  3.8672  11.1635  30.6488  -0.0704  0.1049  0.0272
Si  7.7343  11.1635  30.6488  0.0512  0.0175  -0.0906
Si  0  0  0.3944  0.0133  -0.019  -0.0005
Si  3.8672  0  0.3944  0.0123  -0.0053  0.0563
Si  7.7343  0  0.3944  -0.0127  0.0176  0.0859
Si  1.9336  3.3491  0.3944  -0.0194  0.019  0.1227
Si  5.8008  3.3491  0.3944  0.056  -0.0477  0.0687
Si  9.6679  3.3491  0.3944  -0.0164  0.0086  0.0886
Si  0  6.6981  0.3944  -0.0239  -0.0105  0.0616
Si  3.8672  6.6981  0.3944  0.0139  -0.0301  -0.053
Si  7.7343  6.6981  0.3944  0.0566  -0.0369  0.0731
Si  1.9336  10.0472  0.3944  -0.0044  -0.043  -0.0756
Si  5.8008  10.0472  0.3944  0.0364  0.0062  0.0211
Si  9.6679  10.0472  0.3944  0.0753  -0.008  -0.0314
Si  11.6118  -0.0104  2.7619  -0.0042  0.0095  -0.0261
Si  3.8805  -0.0043  2.7679  0.0067  -0.0033  -0.0099
Si  7.7424  0  2.7754  -0.0046  0.0105  -0.0258
Si  1.9384  3.3407  2.7666  -0.0342  -0.0082  -0.0061
Si  5.7988  3.3377  2.77  0.0399  -0.007  -0.0012
Si  9.6714  3.3407  2.7794  -0.0014  -0.0018  0.0101
Si  11.6041  6.6881  2.7733  0.0302  0.0014  -0.0124
Si  3.8815  6.6961  2.7579  -0.0071  -0.007  0.0225
Si  7.7626  6.6847  2.7762  -0.035  -0.0029  -0.0072
Si  1.9424  10.0252  2.7557  0.0008  0.0098  0.0105
Si  5.8264  10.0473  2.7721  -0.0396  0.0034  -0.0076
Si  9.7  10.0462  2.754  0.0356  0.0013  -0.0081
Si  11.6077  2.2148  3.5603  0.0203  -0.0052  0.0022
Si  3.8634  2.2276  3.562  -0.0094  -0.0134  0.024
Si  7.7363  2.2274  3.5907  -0.0095  -0.0068  -0.0011
Si  1.9471  5.5785  3.5468  -0.0147  0.0027  0.0117
Si  5.8124  5.572  3.5447  0.0198  -0.0052  0.012
Si  9.6885  5.5671  3.6024  -0.0009  -0.0208  0.0313
Si  11.6156  8.9151  3.579  -0.0152  0.0026  0.0011
Si  3.8841  8.9259  3.5462  0.0073  0.0121  0.003
Si  7.782  8.9313  3.5301  0.002  -0.0127  0.0204
Si  1.9474  12.2588  3.5267  -0.0015  -0.0082  0.0051
Si  5.8112  12.2815  3.5752  -0.0025  -0.0128  0.0004
Si  9.6787  12.2723  3.5491  0.0021  0.0154  0.0086
Si  11.578  2.1465  5.9282  -0.0356  -0.0037  0.0231
Si  3.8458  2.2742  5.9276  -0.0072  0.0184  0.0136
Si  7.7729  2.1697  5.9789  0.0362  -0.0024  0.0207
Si  1.9636  5.598  5.9076  0.0415  0.011  0.0395
Si  5.7857  5.5495  5.9091  -0.0242  -0.0146  0.0253
Si  9.6974  5.5645  6.0012  0.0085  -0.0277  -0.012
Si  11.6646  8.9325  5.9542  0.0061  -0.0148  0.0285
Si  3.8602  8.9296  5.9057  -0.0286  -0.0435  0.0196
Si  7.8154  8.9832  5.8869  0.0369  -0.0189  0.0197
Si  1.9618  12.2039  5.877  0.0211  -0.0243  0.022
Si  5.7909  12.2447  5.9446  -0.0225  -0.0143  0.0354
Si  9.6877  12.2516  5.9008  -0.0123  -0.0057  0.0396
Si  1.9386  1.032  6.7122  0.0114  0.006  0.0866
Si  5.7683  1.1173  6.7567  -0.0289  0.0101  0.0745
As  9.6844  1.0317  6.9988  0.0008  0.0508  -0.068
Si  11.6607  4.3892  6.7423  0.0284  0.0176  0.0883
As  3.8566  4.495  6.9694  -0.0393  0.0232  -0.0874
Si  7.7323  4.4376  6.7581  0.0281  0.0083  0.0664
As  1.9774  7.8108  6.9849  0.0089  0.0196  -0.0675
Si  5.8669  7.8414  6.6097  0.012  0.029  0.0624
Si  9.7272  7.8112  6.8086  -0.0056  0.0273  0.0559
As  11.6327  11.1573  6.9532  -0.0154  -0.0163  0.0403
As  3.8618  11.113  6.9602  -0.005  0.0178  0.031
As  7.7533  11.1733  6.9589  0.0473  -0.0196  0.0246
O  5.685  1.1707  8.4265  -0.0115  -0.0048  -0.0059
O  7.7469  4.5166  8.4331  -0.0195  -0.0058  0.0049
O  9.7722  7.7243  8.4766  -0.0315  -0.0248  0.0102
O  6.0555  7.9603  8.2462  -0.0029  -0.028  -0.0121
O  1.9143  0.86  8.3692  0.0171  -0.0036  -0.0101
O  0.1895  4.2901  8.3955  -0.0327  -0.0233  0
O  3.8611  6.9884  22.7771  0.0001  0.0009  -0.0051
O  9.6693  10.0577  22.5488  0.0062  0.0084  -0.025
O  10.6453  6.9554  22.8012  0.0139  -0.0152  0.0142
O  8.0302  6.1419  23.0193  -0.0013  0.0364  0.0208
O  11.4847  13.6076  22.47  0.0146  -0.0069  -0.0027
O  10.171  3.3968  22.7213  -0.0416  0.031  -0.0266
Si  5.7478  12.222  13.4198  0.0005  0.0041  0.0023
Si  7.7988  6.7198  15.7706  0.0014  0.0003  -0.0045
Si  7.2192  7.3685  20.157  0.0017  0.0057  -0.0068
Si  8.327  1.9683  14.7672  -0.0016  -0.0015  -0.0008
Si  9.4736  4.8361  11.4272  0.0037  0.0016  0.0085
Si  0.3678  3.9681  9.9775  -0.0072  -0.0024  0.0102
Si  9.2547  6.551  22.0202  -0.0034  0.0078  -0.028
Si  9.4265  7.787  10.0739  0.0014  -0.0019  0.0071
Si  6.6096  5.0681  18.1676  -0.0006  0.0003  -0.0115
Si  4.0358  11.3494  15.6393  0.0015  0.0015  -0.0022
Si  2.8121  3.672  16.1221  0.0005  -0.0018  -0.0079
Si  3.0736  8.2576  19.0469  0.0005  -0.0036  -0.0074
Si  0.9146  12.4649  12.0258  -0.0017  0.0026  0.0031
Si  5.2866  1.917  9.8202  -0.0024  0.0057  0.005
Si  0.2532  8.2739  19.3572  -0.0009  0.0002  -0.007
Si  10.6904  13.2953  14.4342  0.0012  0.0061  0.0012
Si  11.3862  9.1759  16.3848  -0.0022  -0.0033  -0.0057
Si  3.3631  10.6846  12.9432  -0.0032  -0.0013  0.0021
Si  9.6449  4.6468  14.6508  0.0033  0.0023  -0.0033
Si  5.3246  6.748  14.2858  0.0038  0.0018  0.003
Si  0.8665  7.8056  13.9858  -0.0033  -0.0005  -0.0002
Si  2.0028  5.8177  11.8726  -0.0034  0  0.0008
Si  8.4245  9.6844  16.3121  -0.0033  0.0023  -0.0053
Si  1.2169  11.9754  16.395  -0.0013  0.0033  -0.0045
Si  11.5137  3.5538  16.9664  -0.0002  -0.0007  -0.0101
Si  3.9806  4.4396  19.6395  0.0026  0.0027  0.002
Si  7.442  10.2522  19.0998  -0.0018  0.0064  -0.0068
Si  6.0708  1.6451  12.5981  0.0027  -0.0003  -0.0007
Si  4.2384  1.9308  18.3004  0.0022  -0.0009  -0.0069
Si  7.1913  1.9229  17.6833  -0.001  -0.0069  -0.0089
Si  2.1084  1.2794  9.9304  0.0066  0.005  0.0124
Si  8.549  11.0728  13.722  -0.0035  -0.0001  -0.0018
Si  0.8247  5.1242  19.4587  0.003  0.0004  -0.0107
Si  10.0104  10.3073  20.969  -0.0026  0.0047  -0.0031
Si  3.0681  6.9222  16.1042  -0.0002  0.0005  -0.0015
Si  10.3273  3.9205  21.1857  -0.0045  -0.0058  0
Si  4.0363  8.0881  11.7161  -0.0008  0.0035  0.002
Si  4.6108  10.8265  18.7134  0.0022  0.0007  -0.0061
Si  9.8766  1.7589  19.0375  -0.004  -0.0003  -0.0096
Si  11.5586  13.1063  20.9027  0.0033  -0.0014  -0.0069
Si  4.4421  6.6259  21.3216  -0.0032  -0.0096  0.008
Si  6.9028  4.5681  9.8373  -0.0082  -0.0112  0.0093
Si  4.0641  3.9911  13.428  -0.0011  -0.0045  0.001
Si  6.362  7.647  9.7985  0.0005  0.0047  0.0177
Si  10.8998  9.8114  12.0017  -0.0007  0.0004  0.0002
Si  2.3416  12.8968  19.0556  -0.0024  0.0046  -0.0022
O  5.7278  1.2823  18.0694  -0.0007  0.0287  -0.0012
O  4.6284  7.1605  15.7044  -0.011  -0.0149  -0.0249
O  7.0774  8.6664  19.2027  0.0067  0.0131  0.0187
O  4.2953  9.2937  19.1187  -0.0243  0.0145  -0.0015
O  9.5501  12.1535  14.3811  0.0002  -0.0019  -0.0161
O  8.6272  10.6388  20.1499  0.0024  -0.0173  -0.0034
O  0.9937  6.474  13.0171  0.014  0.003  -0.0276
O  2.7261  12.323  15.8409  -0.0104  -0.0216  0.0113
O  9.8495  4.8188  13.0302  -0.0107  0.0032  -0.0046
O  3.103  9.3962  11.9953  0.0231  0.0075  0.0073
O  2.8241  7.5926  17.5703  0.006  0.003  0.0017
O  2.4132  4.7687  19.2791  0.0037  -0.0036  0.0079
O  1.7008  9.0185  19.4878  -0.0053  -0.03  -0.0086
O  6.2769  1.3614  10.9999  -0.0207  0.0119  0.0016
O  9.4678  10.1465  12.7425  0.0113  0.0112  0.0032
O  1.2238  2.6115  10.2398  0.0019  -0.0015  -0.0208
O  5.6461  3.5229  9.7491  0.023  -0.0079  -0.0058
O  3.5274  11.8289  19.3803  -0.0006  -0.0004  -0.0233
O  6.2475  6.0419  10.0698  0.014  0.0101  -0.0102
O  2.1692  11.7818  12.8165  0.0021  -0.0079  -0.0128
O  9.2066  6.0642  15.3069  -0.0233  -0.0142  -0.005
O  0.9297  10.3532  16.2249  0.0002  0.0156  0.008
O  7.8444  10.5488  17.5503  0.0044  -0.0224  0.0039
O  7.4786  1.5539  16.1051  0.0066  0.0051  0.005
O  2.9325  4.595  12.4248  0.0078  0.0195  0.0011
O  10.6661  2.349  17.7068  -0.004  0.0113  0.0181
O  6.0907  11.1542  19.3268  -0.0033  -0.0244  -0.0017
O  7.9469  4.3023  11.0894  0.0128  0.017  -0.0248
O  2.9979  6.938  11.2304  0.003  -0.0016  0.0201
O  6.9239  5.7393  16.7256  0.0186  0.0085  0.0064
O  1.1092  5.2472  10.6554  -0.0004  -0.0141  0.0004
O  5.0031  5.1098  18.5209  0.0132  -0.0183  0.0231
O  3.9365  2.9636  17.0679  -0.0102  -0.0119  0.0191
O  5.1831  8.4087  10.6185  -0.0052  -0.0153  0.0028
O  4.5121  10.8067  17.0847  -0.0158  0.0166  0.0094
O  10.4567  8.8655  10.7445  -0.0064  -0.0047  -0.0023
O  8.4061  1.2339  18.5438  0.0051  0.0254  -0.0091
O  3.0761  0.8129  18.4278  0.0062  -0.0062  0.0113
O  8.4525  3.5799  14.8796  0.0208  0.0031  -0.0066
O  7.8334  10.1592  14.873  0.0241  0.0059  0.0051
O  5.0947  2.9424  12.7396  -0.005  -0.0062  -0.0024
O  5.3804  12.0183  15.005  -0.0122  -0.0192  -0.0201
O  0.4718  6.6967  19.7568  -0.0031  0.0036  -0.0057
O  7.5017  1.7069  13.3814  -0.0055  -0.0027  0.008
O  0.1071  12.927  15.6643  0.0041  -0.0134  -0.0114
O  5.0086  5.183  13.9942  -0.0197  0.0172  -0.0068
O  5.9258  7.2588  21.1482  -0.0018  -0.0117  -0.0226
O  1.5276  13.1984  20.437  -0.0184  -0.0047  -0.0111
O  11.3995  8.0179  15.2144  -0.0094  0.0212  0.0179
O  10.8014  9.0234  20.3337  0.0021  0.0066  -0.0055
O  10.5031  3.8125  10.6776  0.0039  0.0254  -0.0055
O  9.6119  2.9106  20.1492  0.021  -0.0065  -0.0044
O  0.0527  4.7635  18.0598  0.0121  -0.0224  0.0077
O  3.5292  10.247  14.5243  0.0055  0.0269  -0.025
O  7.8424  8.2038  10.2367  -0.003  -0.0211  -0.0221
O  7.365  5.9828  19.2967  -0.0223  0.0126  -0.0011
O  2.7226  5.3159  16.1966  0.0104  0.0039  -0.0038
O  7.2991  11.8748  13.027  -0.0067  0.0016  0.0114
O  9.6527  6.3463  10.8172  -0.0102  -0.0067  -0.0058
O  8.5643  7.6663  21.047  -0.0188  -0.0082  -0.0114
O  3.2316  3.2449  14.6098  0.0087  0.0264  0.0001
O  4.7954  11.3064  12.4656  -0.0107  0.0072  0.03
O  6.9228  6.9851  14.4191  -0.0115  -0.0099  0.0231
O  5.2959  0.3612  13.1852  0.0133  0.005  -0.017
O  7.1578  3.5269  18.0638  -0.0111  -0.0056  0.0038
O  2.2475  7.6727  14.8878  0.0136  -0.0148  0.0124
O  3.4223  7.1553  20.1766  0.0066  0.011  0.0001
O  10.0091  10.0035  16.2724  -0.0062  -0.0287  0.0055
O  4.2192  2.8267  19.6721  -0.0046  0.0143  -0.0351
O  3.7034  1.6255  10.1782  0.0021  -0.0042  -0.0191
O  0.4036  9.0378  12.9679  -0.0154  0  -0.0203
O  10.6917  0.5879  19.8246  0.0019  -0.0014  0.0067
O  -0.0141  13.3548  13.0565  -0.0002  -0.0233  0.002
O  9.8299  1.2837  14.6758  -0.0134  0.0036  -0.0039
O  9.5385  5.3175  21.023  0.0196  -0.0054  0.0292
O  4.4159  4.9982  21.1155  -0.0031  0.0171  -0.0343
O  8.1236  8.1066  16.5408  -0.0027  0.0084  -0.0228
O  1.3908  3.0048  16.555  0.0012  0.0228  0.0054
O  11.3908  8.3831  17.802  0.0113  0.0108  0.0101
O  4.7968  7.6735  13.0809  -0.0146  -0.0129  -0.0028
O  -0.008  11.2106  11.4678  -0.0004  -0.0043  0.0206
O  1.2355  12.3282  17.991  0.0229  0.0005  -0.0127
O  1.5302  0.053  10.8661  -0.0034  0.0055  -0.0014
O  0.2794  4.1955  20.7096  -0.0204  0.0122  -0.0166
O  11.0123  11.5801  20.836  -0.0077  0.0076  0.009
O  10.9106  4.1166  15.5468  -0.0124  -0.0001  0.009

Results
free energy: -211936.900 eV
free energy less fixed offsets of As -4857.07, O -569.03, Si -635.61 eV per atom: -3.180 eV

The program warned: the cutoff lies below the one the program advises for these potential files; the forces do not sum to zero within the program's tolerance; the exchange-correlation potential is rough where the density is thin.
